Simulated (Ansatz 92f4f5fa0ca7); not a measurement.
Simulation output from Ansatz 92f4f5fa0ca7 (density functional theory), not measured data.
Periodic cell of 237 atoms, Si145O90As2, from a study of silicon, its oxide and their interface. The atomic structure is a simulated model.
Doubt: the cutoff is far below the 930 eV that the study's wrapper takes by default for these files, so forces and energies are approximate.

Settings
functional: PBE
potential files: Ansatz PAW
basis: plane waves
wave-function cutoff: 580 eV
density cutoff ratio: 5
exchange-correlation grid ratio: 1
k mesh: 1 x 1 x 1, Gamma-centred
self-consistency stop: 5e-08 eV per atom in the density residual
occupations: fixed
spin: none
net charge: 0

Cell vectors (angstrom)
a 11.6015 0 0
b 0 10.938 0
c 0 0 32.0622

Atoms: element, x, y, z (angstrom)
Si -0.1897 -0.0563 23.2673
Si 3.6806 0.2225 23.0993
Si 7.5602 -0.1189 23.4384
Si 1.6929 1.3862 23.4137
Si 5.7434 1.4239 23.1822
Si 9.4537 1.2435 23.369
Si 0.1688 5.3431 23.4525
Si 4.1259 5.3166 23.3895
Si 8.0374 5.6268 23.5351
Si 2.1685 6.6149 23.3645
Si 5.971 6.7865 23.4765
Si 10.0093 6.8878 23.5914
Si 1.9083 2.678 25.379
Si 5.8362 2.6681 25.2489
Si 9.6409 2.7008 25.2661
Si 11.6071 4.0266 25.3791
Si 3.8974 3.9867 25.3157
Si 7.7486 4.1021 25.3284
Si 1.9796 8.1631 25.1995
Si 5.7795 8.1812 25.3634
Si 9.716 8.2797 25.4263
Si 11.6456 9.574 25.261
Si 3.8707 9.6012 25.0698
Si 7.6943 9.534 25.4006
Si 11.6537 -0.0015 27.2072
Si 3.9039 -0.0454 27.1215
Si 7.7609 -0.0067 27.2798
Si 1.9883 1.3224 27.2765
Si 5.8303 1.3315 27.2003
Si 9.699 1.3398 27.2086
Si 11.5963 5.4787 27.2394
Si 3.8493 5.4282 27.2149
Si 7.7157 5.466 27.2561
Si 1.9417 6.8345 27.1836
Si 5.7633 6.8045 27.2691
Si 9.6571 6.8226 27.2754
Si 1.9461 2.7296 29.1749
Si 5.7962 2.7116 29.1399
Si 9.681 2.7265 29.1443
Si 0.0101 4.0993 29.164
Si 3.8711 4.091 29.1667
Si 7.7322 4.0821 29.1681
Si 1.9462 8.191 29.1407
Si 5.793 8.1967 29.1754
Si 9.6755 8.2069 29.1846
Si 0.013 9.5638 29.1482
Si 3.8746 9.5728 29.122
Si 7.7354 9.5515 29.1878
Si 0 0 31.0965
Si 3.8672 0 31.0965
Si 7.7343 0 31.0965
Si 1.9336 1.3673 31.0965
Si 5.8008 1.3673 31.0965
Si 9.6679 1.3673 31.0965
Si 0 5.469 31.0965
Si 3.8672 5.469 31.0965
Si 7.7343 5.469 31.0965
Si 1.9336 6.8362 31.0965
Si 5.8008 6.8362 31.0965
Si 9.6679 6.8362 31.0965
Si 1.9336 2.7345 0.9679
Si 5.8008 2.7345 0.9679
Si 9.6679 2.7345 0.9679
Si 0 4.1018 0.9679
Si 3.8672 4.1018 0.9679
Si 7.7343 4.1018 0.9679
Si 1.9336 8.2035 0.9679
Si 5.8008 8.2035 0.9679
Si 9.6679 8.2035 0.9679
Si 0 9.5708 0.9679
Si 3.8672 9.5708 0.9679
Si 7.7343 9.5708 0.9679
Si 11.6198 0.0171 2.9343
Si 3.8091 -0.0153 2.897
Si 7.7619 0.0055 2.8938
Si 1.9254 1.4198 2.934
Si 5.7696 1.247 2.7696
Si 9.6779 1.3794 2.9097
Si 11.5756 5.5196 2.8712
Si 3.888 5.5015 2.9078
Si 7.7386 5.4783 2.8939
Si 1.927 6.8334 2.8909
Si 5.8246 6.8559 2.9071
Si 9.6659 6.9026 2.9854
Si 1.8779 2.9047 4.8142
Si 5.6924 2.5612 4.6351
Si 9.5532 2.8057 4.7893
Si 11.478 4.2144 4.8106
Si 3.917 4.1223 4.8269
As 7.5322 4.0775 4.8568
Si 1.9008 8.1672 4.8358
Si 5.8276 8.3032 4.7894
Si 9.6752 8.3124 4.9545
Si 11.6394 9.6793 4.9458
Si 3.818 9.5143 4.8147
Si 7.7512 9.6976 4.8996
Si 11.6598 0.365 6.7916
Si 3.776 -0.0177 6.6869
Si 7.7631 0.099 6.9082
Si 2.1146 1.5909 6.7342
Si 5.7385 1.2783 6.623
Si 9.6626 1.5968 6.8146
Si 11.6054 5.5772 6.7459
Si 4.1242 5.479 6.8124
As 8.0304 6.0808 6.8095
Si 2.0822 6.6913 6.6944
Si 5.9008 7.1326 6.814
Si 9.998 7.3019 7.1264
O 10.3706 8.2643 8.413
O 7.7428 9.998 8.2396
O 7.4073 4.9101 8.1209
O 3.3708 10.4111 8.2435
O 2.0707 7.6135 8.0691
O 4.0963 4.6518 8.2742
O 9.7907 2.5312 8.1989
O 2.6832 2.4265 8.0951
O 11.4725 4.5934 8.0691
O 5.4227 2.4465 7.7573
O 5.7928 8.1372 8.1328
O 11.4079 10.7039 8.3141
O 11.2715 10.0884 21.7919
O 3.2502 10.7602 21.5124
O 5.7808 7.7942 22.1601
O 4.2332 4.4729 21.9389
O 7.6897 9.7055 22.1768
O 10.2882 7.6791 22.1577
O 1.6261 2.421 22.116
O 5.951 2.4573 21.8713
O 8.4627 4.7608 22.1798
O -0.0625 4.4714 22.0357
O 2.3618 7.4456 21.9432
O 9.1437 1.9314 21.887
Si 2.0545 7.9313 9.6447
Si 5.0679 0.6567 17.6761
Si 2.511 5.5155 14.0357
Si 10.5767 4.0008 14.0522
Si 8.3198 2.4781 15.295
Si 9.5632 2.2689 20.3555
Si 10.5401 3.7119 9.0643
Si 0.0645 2.4427 11.6145
Si 11.0784 8.2462 15.458
Si 5.2023 7.0183 14.013
Si 5.8208 2.7377 11.0992
Si 8.5796 7.6932 19.3539
Si 8.1274 4.8735 20.5951
Si 5.959 9.6817 15.181
Si 2.1242 7.68 20.3526
Si 1.9398 4.9332 18.8062
Si 4.4981 3.495 18.0086
Si 8.5204 9.0133 16.8043
Si 0.894 9.6274 13.411
Si 9.9768 10.8039 11.865
Si 5.3585 3.7274 21.0069
Si 0.6025 5.6058 16.2913
Si 11.038 9.4678 9.2866
Si 6.5741 8.9114 21.2804
Si 7.1606 7.2358 11.5162
Si 2.7115 0.8322 12.2444
Si 10.8807 8.6893 21.0286
Si 6.0622 4.4148 15.6489
Si 7.1187 0.594 13.0108
Si 4.1384 3.0355 8.5746
Si 0.9081 6.9128 11.9467
Si 6.6083 9.1882 9.1085
Si 0.6796 3.31 21.1458
Si 9.8338 6.6741 12.9241
Si 7.7636 4.6953 9.6976
Si 4 10.1166 20.1989
Si 4.2994 3.1637 13.4958
Si 3.9215 10.1094 9.7591
Si 8.0829 0.8568 18.039
O 11.566 3.4069 12.9132
O 9.39 4.5896 9.831
O 8.8175 3.619 19.847
O 4.0794 -0.0047 18.7963
O 11.3111 4.6464 15.3446
O 10.0355 9.9481 10.472
O 3.8313 1.6532 13.1033
O 0.7298 9.1659 14.9668
O 6.4999 1.0992 18.3556
O 4.7535 3.1985 19.5977
O 6.3603 1.3327 11.7602
O 0.8524 9.0026 9.9314
O 5.6426 4.3866 17.2355
O 8.4736 7.375 12.4461
O 4.4829 2.6571 10.1303
O 2.0858 5.7002 15.5965
O 3.3785 0.1121 10.9515
O 5.9172 7.2883 12.5664
O 2.3452 6.3783 19.419
O 0.6611 5.0116 17.8021
O 8.4588 10.7799 12.4499
O 5.5374 10.2762 9.677
O 0.5923 8.1923 20.2044
O 9.7717 2.7244 14.6377
O 2.076 10.7251 13.3156
O 9.9954 9.2122 16.1665
O 6.137 10.4495 13.7448
O 7.4672 1.6509 14.194
O 1.6581 3.941 20.0394
O 5.9504 5.8882 14.9467
O 7.406 9.0578 15.6287
O 1.524 1.7535 11.6487
O 7.2011 8.4401 10.4172
O 4.3303 2.0496 17.2566
O 7.0647 3.3251 10.2373
O 11.587 7.1 16.4827
O 8.2389 10.2099 17.833
O 3.4778 8.5727 10.1066
O 7.6099 3.9205 15.562
O 3.1378 4.3508 17.8954
O 2.9252 3.9982 13.6607
O 1.3649 8.363 12.5152
O 1.2285 5.8273 13.0977
O 5.0167 8.3915 14.8762
O 11.1852 2.41 20.3382
O 11.038 10.1823 12.9294
O 5.3207 3.7075 12.3274
O 5.1124 3.3156 14.8927
O 6.4959 4.818 20.5423
O 8.5057 1.6677 16.6923
O 10.4067 1.4085 11.6
O 10.9045 6.8041 11.6882
O 3.2332 8.74 19.8248
O 1.731 6.6183 10.5658
O 7.1708 8.2011 19.9661
O 8.4793 7.6548 17.7202
O 3.7063 6.5235 13.6522
O 9.5976 5.1176 13.3571
O 5.5297 10.0059 20.728
O 10.3844 7.5102 14.1915
O 8.7834 6.1741 19.8874
O 7.1781 5.8585 10.6663
O 5.3167 10.6239 16.3686
O 9.0649 1.1531 19.2948
O 11.5862 3.2189 10.1948
O 9.7438 8.7258 19.8594

Results
free energy: -153071.692 eV
free energy less fixed offsets of As -4856.12, O -568.88, Si -635.61 eV per atom: 3.198 eV

Forces (eV/angstrom), in the order of the atoms: element, x, y, z
Si 0.0006 0 0.0001
Si -0.0004 0.0011 -0.0001
Si -0.0009 0.0001 -0.0007
Si 0.0013 0.0004 0
Si 0.0008 0.0003 0.0031
Si 0.0005 0.0024 -0.0027
Si 0.0017 0.0013 -0.003
Si -0.0004 0.0002 0.0001
Si 0.0006 -0.0008 0.0011
Si 0.0011 -0.0005 0.0008
Si 0.0012 0.0003 -0.0021
Si 0.0011 0.0007 0.0001
Si -0.0003 0.0011 -0.0003
Si -0.0005 -0.0007 -0.0005
Si -0.0006 -0.0009 0.0005
Si -0.0005 0.0006 0.0002
Si 0.0001 0.0001 -0.0002
Si -0.0005 -0.001 -0.0001
Si -0.0008 0.0005 0
Si -0.0006 -0.0001 -0.0008
Si 0.0002 0.0001 0.0004
Si 0.0002 0.0012 0.0005
Si -0.0001 0.0003 0.0009
Si 0.0001 -0.0008 -0.0003
Si 0.0003 0.0003 0.0003
Si 0.0005 0.0007 0.0002
Si 0.0003 -0.0002 -0.0002
Si 0.0003 0 0
Si 0.0004 0.0004 0.0004
Si 0.0002 -0.0003 -0.0002
Si 0.0003 -0.0001 0
Si 0.0003 0.0004 0.0003
Si 0.0002 0.0003 0.0002
Si 0.0003 0.0003 -0.0001
Si 0.0001 0.0007 0.0003
Si 0.0003 0 0.0003
Si -0.0001 0.0008 -0.0006
Si 0.0004 -0.0004 0.0004
Si 0.0004 -0.0001 0
Si 0.0001 -0.0002 0.0003
Si 0.0005 0.0004 0.0004
Si 0.0004 -0.0006 -0.0001
Si 0.0007 -0.0001 0.0006
Si 0.0007 0.0001 -0.0008
Si -0.0002 0 -0.0006
Si 0.0008 0.0002 0.0001
Si -0.0002 0 0.0005
Si 0 -0.0001 -0.0001
Si 0.0228 0.0269 -0.0738
Si 0.0032 0.0343 -0.1915
Si -0.0343 0.069 0.1225
Si -0.0039 -0.0719 0.1008
Si 0.0029 0.0436 -0.1588
Si 0.0053 -0.0485 -0.0964
Si 0.0366 -0.0146 -0.025
Si 0.019 0.045 -0.0114
Si -0.0272 -0.039 -0.0229
Si -0.0226 -0.0665 -0.073
Si -0.0209 -0.0727 0.096
Si 0.0559 -0.1427 0.1391
Si -0.0039 0.0658 0.0844
Si -0.0674 0.0176 -0.2964
Si 0.0442 0.0604 0.0229
Si -0.0942 0.0854 -0.0403
Si 0.0249 0.0659 0.1194
Si 0.082 0.0685 0.0717
Si 0.0479 0.05 -0.1663
Si 0.0707 0.0833 0.0157
Si -0.1472 0.0184 0.2554
Si 0.0555 0.0403 0.2161
Si -0.2732 -0.24 -0.0821
Si 0.1194 -0.0777 -0.0074
Si -0.0008 -0.0006 -0.001
Si -0.001 -0.0012 0.002
Si 0.0017 -0.0005 0.0005
Si 0.0002 0.0021 0
Si -0.0038 0.0016 0.0039
Si 0.0001 0.0025 0.0028
Si -0.0016 0.0004 0.0003
Si 0.0012 0.0008 0.0015
Si -0.0017 0.0001 0.0022
Si -0.0014 0.002 0.0007
Si 0.0004 0.0002 -0.0032
Si -0.0001 0.003 0.0017
Si -0.0017 -0.0009 -0.002
Si -0.002 -0.0088 -0.0096
Si -0.0011 -0.0012 -0.007
Si -0.0018 -0.0025 0.0009
Si 0.0013 -0.0014 -0.0004
As 0.0007 -0.0041 0.002
Si 0.0047 -0.0013 -0.0008
Si 0.0014 -0.0006 0
Si 0.0045 0.0036 -0.0063
Si 0.0029 0.0014 0.0009
Si 0.0003 0.0014 -0.0022
Si 0.0064 -0.0017 0.0002
Si 0.0016 0.0055 -0.0174
Si 0.0053 0.0001 0.0042
Si 0.0032 0.0015 -0.0014
Si -0.0018 -0.0002 0.0023
Si -0.005 -0.0004 0.0001
Si 0.0008 0.0026 0.0022
Si 0.001 -0.0016 0.0067
Si -0.0013 -0.001 -0.001
As 0.0106 0.0074 0.0057
Si -0.0035 -0.0023 -0.0041
Si 0.0064 -0.0009 0.0131
Si -0.0118 -0.0044 0.0083
O -0.0008 0.0036 -0.0005
O -0.0001 0.0008 -0.0009
O -0.0009 0.0021 -0.0096
O -0.0015 0.0004 -0.0003
O 0.0036 0.0022 0.007
O 0.0003 0.0039 -0.0028
O -0.0022 -0.0029 -0.0011
O 0.0001 -0.0008 -0.001
O -0.0005 0.0034 -0.0048
O 0.0018 -0.0013 0.0009
O 0.001 0.0112 0.0098
O 0.001 -0.0004 0.0122
O 0.0008 -0.0007 -0.0004
O 0.0009 0.0012 0.0006
O 0.001 -0.0012 0.0013
O 0.0016 -0.0005 0.0002
O 0.0003 0.0006 0.001
O -0.0004 0.0013 -0.0001
O -0.0001 -0.0001 0.0011
O 0.0007 0.001 -0.0002
O 0 0.0003 0.002
O 0.0018 0.0012 -0.0003
O -0.0008 0.0006 -0.0031
O 0.0003 -0.0007 0.0036
Si 0.0086 0.002 -0.0004
Si 0.0005 0.0001 -0.0009
Si 0.0022 -0.0015 0.0033
Si -0.0004 0.0006 0.0016
Si -0.0078 0.0008 0.0022
Si 0.0022 -0.0002 -0.0025
Si -0.0003 0.0036 -0.0009
Si 0.0035 -0.0027 0.0033
Si -0.0008 -0.0005 0.0014
Si 0.0023 0.001 0.0006
Si -0.0012 -0.0003 0.0051
Si 0.0057 0.0015 -0.0022
Si 0.0005 0.0004 0.0005
Si 0.0018 -0.0016 -0.0003
Si -0.0008 0.0018 0.0008
Si 0.0002 -0.0014 0.0015
Si 0.0007 -0.0008 -0.0001
Si 0 -0.0045 0.0035
Si 0.0024 -0.0012 0.0007
Si 0.0012 -0.0015 0.0018
Si 0.0003 0.0006 0
Si 0.0021 0.0005 0.0019
Si -0.0006 -0.008 0.0023
Si 0.0022 -0.0005 0.001
Si 0.0076 0.0002 0.0011
Si 0.0002 -0.0002 -0.0002
Si 0.0008 -0.0012 -0.0005
Si -0.0005 0.0018 -0.0003
Si 0.0046 -0.006 -0.0001
Si 0.0014 0.0003 0
Si -0.0003 0.0004 -0.0004
Si -0.0037 -0.0134 -0.0048
Si 0.0007 0.0004 -0.0006
Si -0.0023 0.0005 -0.0009
Si -0.0052 0.0024 -0.0013
Si 0.0004 0.0001 -0.0016
Si 0.0033 -0.0007 0.0016
Si 0.0059 -0.0011 -0.0057
Si -0.0006 0.002 0.0019
O 0.0027 0.001 0.0029
O 0.0111 -0.0028 -0.0004
O 0.0003 -0.0002 0.0001
O -0.001 -0.002 0.0032
O 0.0015 -0.0002 -0.001
O -0.0033 0.0004 -0.0013
O 0.0028 0.001 0.0012
O 0.0017 0 -0.0005
O -0.0062 -0.0002 0.003
O 0.0012 0 0.0003
O -0.0054 -0.0032 -0.0054
O -0.0051 -0.0068 -0.0027
O 0.0016 0.0001 0.0029
O 0.0035 -0.0025 0.0005
O -0.0067 0.0011 -0.0054
O 0.0017 -0.0003 -0.0003
O 0.0003 0.0045 0.0028
O -0.0078 0.0007 0.0065
O 0.0005 0.0032 0.0022
O 0.0006 -0.0016 0.0002
O -0.004 0.0001 0.0004
O 0.0038 -0.0044 -0.0014
O 0.0044 -0.002 0.0022
O 0.014 0.0008 -0.0043
O -0.0004 -0.0034 0.0022
O 0.0074 0 -0.0038
O -0.0025 -0.0053 0.0036
O 0.0025 0.0072 0.0014
O 0.0015 0.0013 -0.001
O 0.0005 0.001 -0.0012
O -0.0056 -0.0006 -0.0052
O 0.0009 -0.0008 -0.0027
O -0.0019 0.0077 -0.0106
O 0.0001 0.0009 -0.0013
O 0.0095 0.0026 -0.0054
O 0 -0.0007 0.0002
O 0.002 -0.0079 0.0033
O -0.0067 -0.0004 0.0021
O 0.0039 0.0008 -0.0022
O 0.001 0.0011 0.0004
O -0.0008 0.0014 -0.0006
O 0.0021 0.0001 -0.0003
O -0.0006 -0.0022 -0.0011
O 0.0003 0.0001 -0.0005
O -0.0002 0.0006 -0.0004
O 0.0006 -0.001 0.0003
O 0.0001 0.0012 0.0012
O -0.0026 -0.0017 -0.0018
O 0.0012 0.001 0.0011
O 0.0047 0.0021 -0.0024
O -0.0011 -0.0031 -0.0018
O 0.0002 -0.0004 -0.0007
O -0.0027 -0.0022 0.0009
O 0.0038 -0.0038 -0.0003
O -0.0067 0.0047 0.0004
O 0.0002 0.0007 -0.0033
O -0.0002 0.0016 -0.0026
O 0.0013 -0.0005 -0.0016
O -0.0034 0.0024 -0.0001
O 0.0011 -0.0007 -0.0018
O 0.0018 -0.0026 0.002
O -0.0015 -0.0081 0.0019
O 0.0011 -0.0003 0.0005
O 0.0068 0.0047 0.0067
O 0.0009 0.004 -0.0059
O 0.0019 0.0006 0.0018

The program warned: the cutoff lies below the one the program advises for these potential files; the exchange-correlation potential is rough where the density is thin.
